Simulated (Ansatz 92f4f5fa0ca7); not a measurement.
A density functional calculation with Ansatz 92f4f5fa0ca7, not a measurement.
Periodic cell of 220 atoms, Si132O88, from a study of silicon, its oxide and their interface. The atomic structure is a simulated model.
This geometry differs little from another in the collection (a relaxation step or a small displacement).

Settings
functional: r2SCAN
potential files: Ansatz PAW
basis: plane waves
wave-function cutoff: 800 eV
density cutoff ratio: 5
exchange-correlation grid ratio: 1
k mesh: 1 x 1 x 1, shifted by 0.5 0.5 0 of a step
self-consistency stop: 1e-10 eV per atom in the density residual
occupations: fixed
spin: none
net charge: 0

Cell vectors (angstrom)
a	10.88	0	0
b	0	10.88	0
c	0	0	32.0818

Atoms and the computed forces on them: element, x, y, z (angstrom), force x, y, z (eV/angstrom)
Si	0.1403	-0.1341	-0.4783	-0.0041	0.0112	-0.0182
Si	2.7228	2.5817	0.1356	-0.0007	-0.0039	-0.0108
Si	0.9191	4.8698	-0.8679	0.0012	0.0065	0.0174
Si	2.4884	8.6494	-0.073	0.0163	-0.0236	0.0109
Si	4.9457	0.4667	-0.1793	-0.0016	0.0005	0.0035
Si	9.4896	4.7423	-0.6537	0.0054	0.0054	-0.0013
Si	5.2985	5.204	-0.1773	-0.0012	-0.0005	0.003
Si	8.1531	7.6699	-0.1199	0.0062	0.008	-0.0103
Si	1.1333	1.3093	1.213	-0.0059	-0.0024	-0.0041
Si	4.0647	4.0111	1.4036	0.0059	0.0045	-0.0043
Si	1.5604	6.9313	1.3562	0.0006	0.0027	-0.0195
Si	4.0167	9.7801	1.3239	-0.0008	-0.0023	-0.0043
Si	7.1633	1.8141	1.4522	0.0031	-0.0002	-0.0106
Si	8.8978	3.6653	1.3846	0.0013	0.0051	-0.0138
Si	6.5615	6.6995	1.2437	-0.0025	-0.0073	-0.0015
Si	9.4869	9.4204	0.9256	-0.0036	-0.0002	0.001
Si	-0.1356	2.7531	2.5635	0.0047	-0.0029	0.0008
Si	2.5559	0.0741	2.6857	0.0037	-0.0013	-0.002
Si	-0.0444	8.1944	2.5179	-0.0044	0.0017	0.0021
Si	2.8394	5.5325	2.7268	0.0095	0.0056	-0.001
Si	5.469	2.756	2.7886	-0.0053	0.0027	-0.0027
Si	8.2497	-0.0196	2.4739	0.0075	-0.0039	-0.0037
Si	5.3731	8.2507	2.5605	-0.0016	0.0003	-0.0023
Si	7.9619	5.3962	2.665	0.0012	0.0061	0.0013
Si	1.3201	4.1294	3.894	-0.0032	-0.0069	-0.0043
Si	4.0239	1.3683	4.0089	0.0063	0.0073	0.0024
Si	1.3013	9.4932	3.9886	-0.0041	0.0029	0.0021
Si	4.1515	6.886	4.0615	-0.0022	0.0005	-0.0025
Si	6.7515	4.1142	4.1677	-0.0011	-0.0008	0.0026
Si	9.5453	1.3079	3.9695	-0.0017	0.0028	-0.0026
Si	6.8217	9.563	3.871	0.0033	-0.0048	-0.0028
Si	9.4692	6.7915	3.8702	-0.0033	-0.0015	-0.0014
Si	0.0076	-0.0072	5.3575	0.0012	0.0025	0.0006
Si	2.6833	2.7814	5.3066	-0.001	-0.0026	0.0032
Si	-0.0358	5.4534	5.2817	-0.0019	0.0002	0.0013
Si	2.699	8.1744	5.3615	0.0062	-0.0032	0.001
Si	5.4414	-0.0125	5.3	-0.0002	0.0038	0.0033
Si	8.1761	2.6722	5.355	0.0031	-0.0004	0.0025
Si	5.4424	5.5094	5.4519	0.003	0.0017	0.0013
Si	8.1543	8.1711	5.2585	0.0026	0.0038	-0.0013
Si	1.3786	1.3733	6.6738	0.0013	0.0046	-0.0001
Si	4.0636	4.097	6.6966	0.0005	-0.0011	0.0017
Si	1.3504	6.7732	6.6796	-0.0026	0.0023	0.002
Si	4.1028	9.521	6.6977	-0.002	0.0009	0.0031
Si	6.8054	1.3269	6.6981	-0.0009	-0.0033	0.0002
Si	9.5439	4.0606	6.686	0.0008	0.0001	0.0009
Si	6.8577	6.8375	6.718	-0.0011	0.0024	-0.0009
Si	9.524	9.4943	6.6564	-0.0012	-0.0043	0.0012
Si	0.041	2.7144	8.0548	-0.0006	-0.0037	-0.0006
Si	2.7503	0.0334	8.0352	0.0016	-0.0043	-0.0014
Si	0.0085	8.1496	8.0287	-0.0003	0.0018	-0.0027
Si	2.738	5.4372	8.0538	0.0027	0.0034	-0.0003
Si	5.4444	2.7151	8.0272	-0.0006	-0.0003	0.0002
Si	8.204	-0.0345	8.0351	0.0003	0.0067	-0.0019
Si	5.4835	8.17	8.0613	-0.0007	-0.0023	0.0015
Si	8.1844	5.4266	8.0493	0.0011	-0.0024	-0.0005
Si	1.446	4.0381	9.4047	0.0028	-0.0044	-0.0005
Si	4.1138	1.3646	9.4142	0.0035	0.0025	0.0002
Si	1.3979	9.5192	9.3658	0.0013	0.0027	0.0003
Si	4.1295	6.7863	9.3989	-0.001	0.0062	-0.001
Si	6.8104	4.0544	9.3989	-0.0032	-0.0025	-0.0042
Si	9.5743	1.3218	9.4014	0.0009	-0.0017	-0.003
Si	6.8734	9.5008	9.4078	0.0012	-0.0017	-0.0014
Si	9.5556	6.7743	9.3932	-0.0022	0.0019	-0.0035
Si	0.0923	-0.0142	10.7886	-0.0044	-0.0019	-0.0077
Si	2.8006	2.714	10.8368	0.0018	-0.0015	-0.0054
Si	0.085	5.4151	10.6777	0.0016	-0.0002	0.0036
Si	2.7866	8.1834	10.7154	0.0018	-0.0031	0.001
Si	5.5114	-0.007	10.7084	-0.0057	0.0059	0.007
Si	8.1773	2.6636	10.7285	-0.0033	-0.0025	-0.0002
Si	5.4587	5.4077	10.7864	0.0087	0.0021	-0.0052
Si	8.2163	8.1271	10.7842	0.0042	-0.004	-0.0046
Si	1.5286	1.2737	12.1998	0.0039	0.0007	0.0019
Si	4.1112	4.1029	12.2423	-0.0045	-0.0028	0.0035
Si	1.4003	6.8179	12.0148	0.0105	0.0057	0.002
Si	4.2386	9.4764	12.061	-0.0087	-0.0039	0
Si	6.7899	1.3382	12.1283	0.0026	-0.0085	0.0009
Si	9.6697	3.9714	11.9666	-0.0011	0.008	0.0014
Si	6.8839	6.7122	12.1264	-0.0005	0.0009	-0.0043
Si	9.5884	9.5098	12.1295	-0.0001	0.005	-0.0024
Si	-0.02	2.5214	13.4204	-0.0078	-0.0166	0.0105
Si	3.0114	-0.0614	13.5246	0.0122	0.0003	-0.0064
Si	0.1082	8.1623	13.4428	0.0013	-0.0126	0.0053
Si	2.6482	5.5175	13.5054	-0.0088	0.0048	0.0023
Si	5.6247	2.8474	13.5674	-0.0008	0.0003	0.005
Si	8.1306	-0.0918	13.4436	0.0014	0.0048	0.0063
Si	5.4977	8.0487	13.4628	-0.0047	0.0079	0.0086
Si	8.4163	5.3713	13.3174	0.004	-0.0059	0.002
Si	0.8709	4.9529	14.9948	-0.0021	-0.0156	-0.0005
Si	4.4049	0.7169	15.3574	-0.0012	-0.0165	-0.0129
Si	1.7719	9.2846	14.6721	0.004	0.0084	0.0113
Si	3.8481	7.0121	14.7772	0.0143	0.0149	0.0045
Si	7.3905	3.8642	14.7288	0.0072	-0.001	0.0089
Si	9.328	1.4021	14.7431	0.0049	-0.0059	-0.003
Si	6.7195	9.497	14.8045	-0.007	0.005	-0.023
Si	9.9532	6.467	14.6583	-0.0054	0.0169	0.0005
Si	-4.4928	9.5038	29.9552	-0.0016	0.0054	-0.0064
Si	-1.4729	-2.6762	19.8923	-0.0017	-0.0001	-0.0029
Si	5.7398	5.5357	16.8483	-0.0007	-0.0017	0.0057
Si	8.7514	8.2628	16.78	-0.0053	-0.0018	0.0059
Si	5.0761	-2.8126	22.5838	-0.0007	0.0011	-0.0083
Si	-1.9069	-0.541	24.665	-0.0036	0.003	0.0012
Si	-0.3461	10.8207	16.241	-0.0093	0.0187	-0.0016
Si	8.52	-0.3228	21.6297	0.002	-0.0005	-0.0009
Si	4.1386	4.0009	18.9517	-0.0036	0.0161	-0.0112
Si	5.2331	15.5871	25.8235	-0.0014	-0.0049	-0.0005
Si	0.8355	1.3434	18.6281	0.0106	-0.0035	-0.0034
Si	3.7681	-4.6108	20.5846	-0.001	0.0033	-0.0103
Si	1.8747	2.2993	23.5527	0.0014	-0.0095	0.0022
Si	-4.9552	7.3036	19.092	-0.0083	0.0006	0.0001
Si	4.5446	8.3912	25.6947	0.0009	0.0022	0.0037
Si	1.2164	-6.4857	18.0394	0.0132	0.0018	0.0011
Si	7.3683	6.5935	21.515	-0.0005	-0.0012	-0.0025
Si	-7.0326	0.9399	18.5357	-0.0156	0.0017	-0.0007
Si	-12.2915	8.8347	27.0555	0.0001	-0.0009	0.0034
Si	0.0541	-6.4434	22.6759	0.005	-0.0035	-0.0102
Si	-1.1695	-6.521	24.6337	-0.0033	-0.0004	0.0029
Si	0.6563	6.2644	20.3589	0.0025	-0.0005	-0.0013
Si	5.7174	-0.9003	20.4176	0.0042	0.0046	0.0002
Si	10.6252	1.7944	21.5183	-0.0011	-0.0017	0.003
Si	-3.5945	1.1078	28.5026	-0.0002	-0.0003	-0.0006
Si	2.7832	6.4015	26.9387	0.0007	-0.0036	-0.0019
Si	0.0344	1.7467	25.8084	0.007	-0.0101	0.0015
Si	6.8623	4.4056	23.555	-0.0067	0.0014	-0.0009
Si	4.8928	2.3479	24.0846	0.0024	-0.0029	0.0051
Si	6.0724	0.1309	25.7998	-0.0005	0.0014	0.002
Si	7.629	5.0464	27.9631	-0.004	-0.0027	0.0035
Si	-0.654	11.4858	28.5058	0.0008	-0.0007	0.0004
Si	10.4485	6.0002	26.8718	-0.0006	0.0032	0.0033
Si	7.2641	3.7477	29.8119	0.0026	-0.0088	-0.008
Si	6.605	7.8372	27.6838	0.0032	0.001	0.0048
Si	13.9752	6.5713	30.0106	0.0065	-0.0003	-0.0046
O	-0.198	0.5425	-1.9833	0.0065	-0.0033	0.0019
O	1.3466	-1.2193	-0.6856	-0.0176	0.008	0.0155
O	9.2682	5.0898	-4.4551	0.0033	0.0011	0.0028
O	-0.6461	7.4857	-4.6456	0.0015	-0.0001	-0.0002
O	1.2283	5.8427	-5.1399	-0.0032	-0.002	0.0002
O	-3.5815	8.497	-1.2539	0.0063	-0.0078	0.0085
O	-5.1608	19.5302	-3.3222	-0.0047	-0.0017	0.0016
O	-3.5155	10.6285	-2.7262	0.0001	-0.0031	0.0045
O	5.2025	-0.5803	-1.3918	-0.0013	-0.0017	0.0066
O	3.7898	1.5497	-0.6108	0	0.0038	0.0011
O	1.8644	3.5331	-0.9098	-0.0001	-0.003	0.0044
O	8.7893	3.7044	-1.7053	0.0002	0.003	0.0023
O	6.3705	4.3258	-1.0386	-0.0047	-0.0061	0.0041
O	11.7718	5.6198	0.5862	0.0028	-0.0078	-0.0103
O	8.9642	6.3395	-0.7404	-0.0045	-0.0059	0.0026
O	7.1972	17.4205	-3.6763	-0.0021	0.0008	0.0017
O	-1.1244	-1.4569	16.3227	-0.0025	-0.0124	-0.001
O	-7.4124	-8.746	23.3436	-0.0009	0.002	-0.0002
O	4.017	0.8307	16.9292	-0.0004	0.006	0.0011
O	-2.5248	2.648	15.3244	-0.0114	0.0062	-0.0087
O	0.649	14.2476	14.6776	0.0106	0.0122	-0.0025
O	-3.911	10.7179	21.155	0.0011	-0.0025	-0.0004
O	4.4984	6.1148	15.9865	-0.0065	-0.0054	-0.0031
O	7.3502	8.7388	16.1086	-0.0001	-0.0046	-0.0037
O	6.84	4.7899	15.955	0.0012	-0.0011	-0.0134
O	5.3193	4.4667	17.9716	-0.0009	-0.0024	-0.0027
O	11.8404	5.0899	16.6129	-0.0024	0.0012	-0.012
O	4.8166	2.2095	14.8703	-0.0032	0.0021	0.0018
O	5.6801	10.6052	15.3895	-0.0017	0.0097	0.0255
O	8.7771	8.1226	18.3958	-0.0048	-0.0002	-0.0045
O	9.2697	6.8851	16.1088	0.0046	-0.0069	-0.0076
O	8.7431	-3.6769	20.9796	-0.0057	-0.005	0.0013
O	2.8034	-2.7085	15.3598	-0.0123	-0.0234	0.0095
O	-10.0056	2.8235	17.9881	0.0112	0.003	-0.0009
O	4.3316	-3.734	19.325	0.0013	0.0014	-0.0028
O	11.8245	1.405	22.5521	0.0009	0.0048	0.0039
O	12.0199	10.35	15.757	0.0205	0.0011	-0.0107
O	-1.0101	0.7801	24.998	-0.0038	0.0014	-0.0006
O	17.2315	-2.066	19.4666	0.0004	0.0021	-0.0056
O	4.7641	3.2015	25.4486	-0.0021	-0.0008	0.0014
O	8.7948	-0.9465	23.1084	0.0047	-0.0022	-0.0021
O	2.7891	4.5367	18.2773	-0.0071	0.0008	-0.0069
O	1.4745	1.807	25.051	-0.0023	0.0039	0.0002
O	6.5438	6.2742	20.1724	0.0001	-0.0038	0.0019
O	-15.9053	16.2171	24.4416	-0.0035	-0.0003	0.0049
O	-1.6971	1.1351	21.7678	-0.0016	0.0009	-0.0015
O	4.6394	-2.5188	24.0898	-0.0006	-0.001	-0.0007
O	10.692	0.4923	17.7376	-0.0004	-0.0019	-0.0026
O	7.4793	10.4752	25.2441	0.0023	-0.0033	-0.0009
O	-8.6694	-4.3787	20.5215	-0.0034	-0.0061	0.002
O	4.8017	10.8664	19.43	0.0003	0.0004	-0.0028
O	-1.5921	-12.0656	20.4932	-0.0009	-0.0009	-0.0014
O	11.0337	-5.0632	21.8403	-0.0057	-0.0003	0.0088
O	-0.5718	3.2461	25.6739	-0.0005	0.0075	0.0012
O	-4.5102	6.8182	17.6268	0.0054	-0.0011	-0.0028
O	4.19	2.4141	19.0887	-0.0045	0.0046	-0.0041
O	8.1368	3.9855	24.4665	0.001	-0.0027	-0.0011
O	4.1916	4.7075	20.4104	-0.0031	-0.0002	0.0048
O	4.805	9.3411	21.6059	-0.0024	-0.0024	0.0027
O	-1.1726	-1.732	25.4855	0.0009	0.0018	-0.0004
O	6.6574	7.7027	22.4654	-0.0008	0.0014	0.0008
O	0.0484	-3.2035	19.8598	0	-0.0066	-0.0031
O	0.3875	-5.748	19.2194	0.0047	-0.0059	-0.0069
O	-0.51	3.3768	21.5877	0	-0.0008	0.0037
O	-7.8001	7.8228	26.1539	-0.0022	0.0001	-0.0015
O	5.9896	13.9772	23.1285	-0.0018	-0.002	0.0007
O	11.1822	1.3088	27.366	0.0034	0.0025	-0.0007
O	0.2097	-9.5176	20.0762	0.0063	0.0016	-0.0048
O	-0.8732	-5.0653	25.321	-0.0026	-0.0036	-0.0027
O	5.4468	0.9223	24.5504	-0.0018	-0.0018	0.0021
O	4.2699	6.7862	22.0254	0.0042	0.002	0.0063
O	12.3841	14.7409	23.2226	-0.0015	0.0062	-0.0008
O	8.8504	1.4446	28.2554	-0.0004	-0.0001	0.0013
O	-3.0054	-2.1542	27.2652	0	-0.0021	-0.0027
O	6.4036	11.8508	27.1517	0.001	-0.0022	0.0007
O	3.8285	5.35	26.2869	-0.0031	0.0021	0.0038
O	13.1614	0.6428	18.7716	0.0033	-0.0016	-0.0031
O	4.2534	-5.1373	30.7703	0.0002	0.0011	0.0006
O	4.9565	-0.9948	26.172	-0.0026	-0.0014	0.006
O	3.1543	8.0484	30.6473	-0.0005	0.0005	0.0033
O	1.6182	5.9188	30.1907	0.0044	-0.0062	0.0076
O	-11.7107	-0.9282	28.0497	-0.002	-0.001	0.0032
O	5.692	-3.4229	26.3995	-0.0047	-0.0053	-0.0015
O	6.3571	1.2507	32.1882	0.0034	0.0048	0.0087
O	6.6647	2.2994	29.3978	0.0049	0.0027	0.004
O	7.4964	-5.6742	22.3101	0.0056	-0.0023	0.0087
O	6.5004	15.509	26.8442	0.005	0.0006	0.0002
O	3.3336	6.6258	28.436	0.0012	0.0042	0.0007

Results
free energy: -134618.206 eV
free energy less fixed offsets of O -570.45, Si -639.56 eV per atom: 3.314 eV

The program warned: the cutoff lies below the one the program advises for these potential files; the forces do not sum to zero within the program's tolerance; empty levels may hold ghost states of the PAW files; the exchange-correlation potential is rough where the density is thin.
